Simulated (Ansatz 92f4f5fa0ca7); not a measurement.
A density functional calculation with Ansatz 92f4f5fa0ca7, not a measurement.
Periodic cell of 237 atoms, Si146O90B1, from a study of silicon, its oxide and their interface. The atomic structure is a simulated model.
Doubt: the cutoff is far below the 930 eV that the study's wrapper takes by default for these files, so forces and energies are approximate.
This geometry differs little from another in the collection (a relaxation step or a small displacement).

Settings
functional: PBE
potential files: Ansatz PAW
basis: plane waves
wave-function cutoff: 580 eV
density cutoff ratio: 5
exchange-correlation grid ratio: 1
k mesh: 1 x 1 x 1, Gamma-centred
self-consistency stop: 5e-08 eV per atom in the density residual
occupations: fixed
spin: none
net charge: -1 e, with a uniform compensating background and no finite-size correction

Cell vectors (angstrom)
a  11.6015  0  0
b  0  10.938  0
c  0  0  32.0622

Atoms: element, x, y, z (angstrom)
Si  -0.1789  -0.0541  23.2357
Si  3.6619  0.2102  23.0998
Si  7.5597  -0.1413  23.4369
Si  1.6917  1.4094  23.3858
Si  5.7366  1.3946  23.1724
Si  9.4452  1.2264  23.3432
Si  0.1735  5.3126  23.4518
Si  4.1442  5.2958  23.3991
Si  8.0564  5.5955  23.556
Si  2.1784  6.5756  23.3675
Si  6.0031  6.7571  23.461
Si  10.0246  6.8663  23.6104
Si  1.9115  2.6724  25.3744
Si  5.8436  2.6442  25.2438
Si  9.6472  2.6699  25.2602
Si  11.604  4.0084  25.3844
Si  3.9102  3.9698  25.326
Si  7.7608  4.0747  25.3451
Si  1.9721  8.1556  25.1805
Si  5.7785  8.1725  25.3388
Si  9.7199  8.2721  25.4378
Si  11.6432  9.5807  25.2474
Si  3.8646  9.5939  25.0661
Si  7.6947  9.5224  25.406
Si  11.6576  -0.012  27.2068
Si  3.9082  -0.0533  27.1179
Si  7.7668  -0.0244  27.2932
Si  1.9919  1.3161  27.277
Si  5.8391  1.3194  27.1988
Si  9.7026  1.3273  27.2111
Si  11.5939  5.4719  27.237
Si  3.8532  5.4229  27.2149
Si  7.7215  5.4622  27.2617
Si  1.9405  6.8257  27.1643
Si  5.7666  6.802  27.2576
Si  9.6609  6.8248  27.2959
Si  1.9486  2.7226  29.184
Si  5.8014  2.7223  29.1242
Si  9.6824  2.7268  29.1424
Si  0.0152  4.0976  29.1637
Si  3.87  4.0943  29.173
Si  7.7382  4.0912  29.1845
Si  1.9452  8.1855  29.1172
Si  5.8004  8.1805  29.1806
Si  9.6765  8.1905  29.2223
Si  0.0118  9.5554  29.1484
Si  3.8785  9.5575  29.1093
Si  7.7391  9.5444  29.2109
Si  0.0031  -0.001  31.0915
Si  3.8636  0.0033  31.0663
Si  7.7314  0.0063  31.1175
Si  1.9319  1.3708  31.1198
Si  5.798  1.371  31.0662
Si  9.6692  1.3657  31.0899
Si  0.013  5.4669  31.0998
Si  3.8729  5.474  31.1065
Si  7.7427  5.4645  31.1292
Si  1.9419  6.8426  31.0729
Si  5.807  6.833  31.1201
Si  9.6806  6.8281  31.1528
Si  1.9322  2.7486  0.9947
Si  5.7965  2.7459  0.9351
Si  9.6661  2.7342  0.9723
Si  -0.0109  4.1087  0.9711
Si  3.8666  4.1162  0.9859
Si  7.7384  4.1112  1.0094
Si  1.9314  8.2195  0.9464
Si  5.7957  8.2296  0.9733
Si  9.6681  8.2229  1.0165
Si  -0.0019  9.5949  0.987
Si  3.8601  9.5969  0.9705
Si  7.7362  9.585  0.9941
Si  11.608  0.0364  2.9309
Si  3.8553  0.0207  2.9378
Si  7.7392  0.025  2.9172
Si  1.9345  1.4041  2.9396
Si  5.8091  1.3706  2.847
Si  9.6588  1.3924  2.9286
Si  11.5655  5.5066  2.881
Si  3.8756  5.4972  2.9219
Si  7.7325  5.5196  2.9379
Si  1.9147  6.8265  2.8587
Si  5.8046  6.868  2.8988
Si  9.6585  6.9049  2.9859
Si  1.9079  2.8342  4.8368
Si  5.8306  2.7345  4.755
Si  9.5889  2.8169  4.8327
Si  11.5404  4.1457  4.799
Si  3.9115  4.1095  4.8457
Si  7.7068  4.2231  4.9134
Si  1.8881  8.1387  4.8062
Si  5.8064  8.2546  4.8093
Si  9.6605  8.3185  4.9326
Si  11.6348  9.6467  4.8924
Si  3.8159  9.4858  4.8234
Si  7.7181  9.6757  4.9032
Si  11.5803  0.2347  6.7709
Si  3.7501  -0.0505  6.6999
Si  7.7016  0.0602  6.9228
Si  2.0399  1.5012  6.7742
Si  5.7044  1.2841  6.6316
Si  9.6341  1.5225  6.8124
Si  11.5257  5.4934  6.7364
Si  3.9764  5.4431  6.8234
Si  7.7377  5.6767  6.8837
Si  1.9689  6.6553  6.6803
Si  5.8122  6.9838  6.7842
Si  9.7578  7.0409  6.9474
O  10.0021  7.9722  8.3252
O  7.6466  9.9498  8.2345
O  7.4152  4.7556  8.2279
O  3.3858  10.4077  8.2671
O  2.0265  7.633  8.0019
O  3.9996  4.5914  8.2723
O  9.778  2.4304  8.2022
O  2.6053  2.3594  8.1141
O  11.3788  4.546  8.0847
O  5.354  2.3949  7.8082
O  5.8077  8.0076  8.1029
O  11.2057  10.3514  8.1426
O  11.3356  10.0548  21.7834
O  3.1888  10.7167  21.5382
O  5.8959  7.684  22.085
O  4.2289  4.4436  21.9562
O  7.6974  9.6798  22.186
O  10.3147  7.6803  22.1992
O  1.6432  2.4394  22.0818
O  5.9347  2.4262  21.8664
O  8.4556  4.7322  22.1969
O  -0.0701  4.4515  22.0357
O  2.3976  7.3423  21.9236
O  9.0836  1.9166  21.8787
Si  1.9003  7.8305  9.6033
Si  5.0603  0.5118  17.6914
Si  2.4647  5.4515  14.0024
Si  10.5584  3.9186  14.0528
Si  8.2871  2.4372  15.2808
Si  9.5252  2.2488  20.3426
Si  10.522  3.5978  9.0957
Si  -0.002  2.2775  11.5933
B  11.0219  8.0915  15.2916
Si  5.1445  6.925  13.9657
Si  5.7042  2.6222  11.1684
Si  8.5992  7.7221  19.3195
Si  8.1192  4.8752  20.6088
Si  5.8872  9.5574  15.2162
Si  2.1468  7.5881  20.3314
Si  1.9008  4.9138  18.7039
Si  4.4814  3.4282  17.9962
Si  8.6474  8.8894  16.6575
Si  0.7658  9.3842  13.4026
Si  9.89  10.6378  11.7657
Si  5.3447  3.7024  21.0036
Si  0.5169  5.7232  16.1819
Si  10.7574  9.1779  9.173
Si  6.5998  8.898  21.251
Si  7.1871  7.1431  11.5441
Si  2.6152  0.6609  12.3196
Si  10.9139  8.651  21.0343
Si  6.0195  4.33  15.629
Si  7.0778  0.4935  13.0238
Si  4.0532  2.9804  8.6087
Si  0.8421  6.7258  11.8642
Si  6.5705  9.0587  9.1137
Si  0.6555  3.2994  21.1104
Si  9.8623  6.5608  12.929
Si  7.7362  4.5319  9.8176
Si  3.9699  10.0676  20.2395
Si  4.1966  3.0182  13.594
Si  3.855  10.0286  9.8024
Si  8.1316  0.7193  17.9926
O  11.4517  3.2444  12.8733
O  9.3549  4.3896  9.92
O  8.8398  3.6405  19.8534
O  4.0459  -0.0542  18.8481
O  11.3894  4.5758  15.2723
O  9.8219  9.79  10.3496
O  3.6951  1.5141  13.2116
O  0.5686  8.9447  14.928
O  6.5367  0.7338  18.3697
O  4.7299  3.1842  19.6019
O  6.2277  1.2073  11.8073
O  0.564  8.7318  9.8396
O  5.614  4.3346  17.2277
O  8.4926  7.2987  12.4685
O  4.3916  2.5977  10.1552
O  2.0259  5.8473  15.5139
O  3.3664  0.0424  11.0027
O  5.9197  7.2345  12.5557
O  2.4071  6.3104  19.3816
O  0.6485  5.1233  17.712
O  8.3786  10.6799  12.3841
O  5.4779  10.0806  9.7457
O  0.6084  8.0931  20.2264
O  9.7759  2.6639  14.7226
O  1.9715  10.4974  13.3061
O  9.9277  8.9385  15.7355
O  6.1286  10.3639  13.8102
O  7.4921  1.5905  14.1472
O  1.5514  3.9417  19.9519
O  5.8598  5.7858  14.9126
O  7.2767  8.9391  15.7698
O  1.4518  1.5871  11.6811
O  7.2241  8.2869  10.3734
O  4.415  1.955  17.3022
O  6.9812  3.1948  10.3361
O  11.3841  7.1309  16.3333
O  8.6262  10.1728  17.663
O  3.2768  8.5366  10.0992
O  7.5753  3.8867  15.5056
O  3.082  4.2191  17.8415
O  2.8679  3.8845  13.8681
O  1.2944  8.1821  12.417
O  1.2577  5.5951  12.9361
O  4.9403  8.2881  14.8366
O  11.1518  2.3511  20.3778
O  10.9773  9.9969  12.763
O  5.17  3.577  12.3837
O  5.1086  3.1585  14.9327
O  6.4892  4.7857  20.558
O  8.3701  1.69  16.7175
O  10.3462  1.2391  11.465
O  10.8445  6.5593  11.5929
O  3.2477  8.6753  19.8557
O  1.6609  6.464  10.4517
O  7.19  8.3381  19.8644
O  8.5716  7.6104  17.7082
O  3.6885  6.3922  13.5174
O  9.5432  5.0046  13.3631
O  5.4747  9.977  20.8478
O  10.6095  7.3468  14.0729
O  8.7162  6.2265  19.9623
O  7.1757  5.7322  10.7346
O  5.1684  10.4935  16.3684
O  9.014  1.1349  19.3
O  11.6068  3.0743  10.1659
O  9.7671  8.7181  19.8932

Results
free energy: -144145.712 eV
free energy less fixed offsets of B -154.04, O -568.88, Si -635.61 eV per atom: 6.588 eV

Forces (eV/angstrom), in the order of the atoms: element, x, y, z
Si  0.0016  -0.0017  0.0041
Si  0.0046  0.0008  0.0101
Si  0.002  0.0001  -0.0027
Si  -0.0035  -0.0012  0.0036
Si  -0.0059  -0.0032  0.0065
Si  0.0015  -0.0008  0.0037
Si  -0.0061  -0.0017  -0.0002
Si  0.0006  -0.0019  0.0045
Si  0.0001  -0.0023  -0.0003
Si  0.0023  0.0029  0.0029
Si  -0.0028  0.0057  -0.0023
Si  0.006  0.012  -0.0031
Si  -0.0019  0.0007  -0.0011
Si  0.0024  -0.0005  -0.0012
Si  -0.0005  -0.0004  -0.0007
Si  0.0029  0.0019  0.0007
Si  -0.0012  0.0013  -0.0008
Si  -0.0023  -0.0022  0.0024
Si  0.0006  0.0019  0.001
Si  -0.0034  0  0.001
Si  0.002  -0.0024  -0.0013
Si  -0.0013  -0.0003  -0.0042
Si  -0.0003  -0.0006  -0.0008
Si  0.0011  -0.0013  -0.0024
Si  -0.0011  -0.0031  0.0024
Si  -0.0012  -0.0037  0.0022
Si  -0.0031  -0.0021  -0.0019
Si  0.0028  0.0044  -0.0012
Si  0.0005  0.0028  0.0014
Si  0.0025  0.0046  0.0007
Si  0.003  0.0016  -0.0006
Si  -0.0016  0.0028  -0.0004
Si  0.0015  -0.0003  -0.0012
Si  -0.0018  -0.0004  -0.0009
Si  0.0011  -0.0006  -0.0022
Si  -0.0023  -0.0005  -0.0004
Si  0.0014  0.0003  0.0035
Si  -0.0022  -0.0007  0.0017
Si  -0.0006  -0.0003  0.0012
Si  0.0019  0.0009  -0.0015
Si  -0.0008  -0.0021  -0.0027
Si  -0.0001  0.0002  -0.0005
Si  0.0018  -0.0011  -0.0017
Si  -0.0016  0.0006  0.0003
Si  0.0007  0.0004  0.0004
Si  -0.0005  0.0005  0.0002
Si  0.0007  0.0002  -0.0036
Si  0.0005  -0.0007  0.0058
Si  0.0006  0.0034  0.0015
Si  0.0005  0.0056  0.0022
Si  -0.0004  0.0017  0
Si  0.0001  -0.0004  -0.0033
Si  0.0005  -0.0004  0.0004
Si  -0.0002  -0.0028  0.0014
Si  0.0002  -0.0005  0.0007
Si  0  0.0014  -0.0009
Si  -0.0002  0.0003  0.0013
Si  -0.0001  -0.0001  0.0002
Si  0.0007  0.0021  -0.0014
Si  0.0004  0.0008  -0.0003
Si  0.0008  0  -0.0024
Si  -0.0002  -0.001  -0.0046
Si  0.0013  0.0001  0
Si  -0.0011  -0.0004  0.0007
Si  0.0008  -0.0006  0.0033
Si  0.0007  0.0006  0.004
Si  0.0002  -0.0008  0.0018
Si  0.0009  0.0004  0.0007
Si  -0.0022  0.0015  0.0041
Si  -0.0018  0.0006  0
Si  0.0008  -0.0011  -0.0002
Si  0.0024  -0.0013  -0.0008
Si  -0.0003  -0.003  0.0013
Si  0.0017  -0.0027  -0.0005
Si  -0.0002  -0.0023  0.0007
Si  -0.0006  0.0017  0.0023
Si  -0.0008  0.0024  0.0024
Si  0.0019  0.0022  0.0006
Si  0.0017  0.0008  0.0019
Si  -0.0007  -0.0012  -0.0002
Si  -0.0009  0.0017  0.0013
Si  0.0003  -0.0005  -0.0009
Si  0.0029  -0.0018  -0.0007
Si  -0.0019  -0.0001  0.0002
Si  -0.0005  -0.0011  0.0016
Si  -0.0006  0.0002  0.0037
Si  -0.0001  -0.0008  0.0068
Si  -0.0046  0.0006  -0.0008
Si  -0.0006  -0.001  -0.0005
Si  -0.001  0.0017  -0.0036
Si  0.0008  0.0002  -0.0024
Si  0.0019  0.002  -0.0021
Si  0.0006  0.0006  0.0038
Si  0.0039  -0.0015  0.0045
Si  -0.0013  0.0001  0.0064
Si  0.0007  -0.0013  0.0018
Si  -0.0056  -0.0034  0.003
Si  0.0052  -0.0026  -0.008
Si  0.0061  -0.0001  -0.0024
Si  0.0027  0.0018  -0.0006
Si  -0.0034  0.0001  -0.0024
Si  0.0072  0.002  -0.0087
Si  0.0005  -0.0055  -0.0021
Si  -0.0006  -0.0049  0.0037
Si  0.0025  -0.0029  -0.0073
Si  -0.0003  0.0103  -0.0079
Si  0.0025  0.0031  -0.0052
Si  0.0006  0.0063  -0.0017
O  0.0082  0.0121  0.0114
O  -0.0078  -0.0102  0.0124
O  0.0014  -0.0032  0.0212
O  0  -0.0054  0.0226
O  -0.0007  0.0011  0.0111
O  0.0007  -0.0011  0.0066
O  0.0048  0.013  0.0154
O  0.0031  0.0032  0.0026
O  -0.0036  -0.0074  0.0152
O  -0.0044  0.0059  0.0095
O  0.003  0.0075  0.0118
O  -0.0148  -0.0178  0.0134
O  -0.0015  -0.0086  -0.0082
O  -0.0014  -0.0055  -0.0181
O  0.0101  0.0137  -0.0136
O  0.0049  -0.0037  -0.0088
O  -0.0066  -0.0027  -0.004
O  0.0011  0.007  -0.0108
O  -0.0067  0.0086  -0.0125
O  -0.0016  0.0097  -0.0094
O  0  0.0013  -0.0109
O  0.0035  -0.0009  -0.0069
O  0.0009  0.0033  -0.0112
O  0.0007  0.0098  -0.0152
Si  0.0019  0.0044  -0.0194
Si  0.01  -0.0029  0.0115
Si  -0.0159  -0.0014  0.0047
Si  0.0094  0.0151  0.0011
Si  -0.0058  -0.0132  0.0191
Si  -0.0027  0.0037  0.0276
Si  -0.0043  -0.0021  -0.0305
Si  -0.0005  -0.0046  -0.0122
B  0.0026  0.0317  0.0241
Si  -0.0039  -0.0047  -0.0099
Si  -0.0061  0.0052  -0.0197
Si  -0.0127  0.0032  0.0149
Si  0.001  0.0074  0.0135
Si  0.0158  0.0013  0.012
Si  -0.0118  0.0045  0.0205
Si  -0.0034  0.0009  0.0159
Si  -0.0051  0.0058  0.0204
Si  0.0294  0.031  -0.0091
Si  -0.0062  0.0029  -0.0103
Si  0.0064  -0.0098  -0.0035
Si  0.002  0.0011  0.0259
Si  0.0077  0.0082  0.0043
Si  0.0119  0.0005  -0.0328
Si  0.0003  -0.0072  0.0079
Si  0.0065  0.0029  -0.0184
Si  0.0006  -0.0103  -0.0136
Si  0.0029  -0.0036  0.0249
Si  0.0027  0.0034  0.0047
Si  0.0006  -0.0031  -0.0073
Si  0.0005  -0.0049  -0.0237
Si  0.0114  -0.0115  0
Si  0.0025  0.0047  -0.025
Si  0.0073  0.0006  0.0193
Si  -0.0165  0.0107  0.0027
Si  0.0012  -0.002  -0.0236
Si  0.0056  -0.0025  0.0337
Si  0.0008  0.0014  -0.006
Si  0  -0.0044  -0.025
Si  0.0125  -0.0424  -0.0226
O  -0.0016  -0.0009  0.0099
O  -0.0058  0.0009  0.0056
O  0.0043  -0.005  -0.0026
O  0.0058  0.0111  -0.0212
O  -0.0055  -0.0111  -0.0024
O  -0.0025  0.0026  0.0102
O  0.0022  0.0052  0.0062
O  -0.026  -0.0228  0
O  0.0259  -0.0068  -0.0306
O  -0.0057  -0.0032  -0.0223
O  0.0037  -0.0044  0.0062
O  -0.003  0.0043  -0.0033
O  0.0054  0.0025  -0.0103
O  0.0261  -0.0142  0.0084
O  0.009  -0.0007  0.0166
O  -0.0014  -0.006  -0.013
O  -0.0047  0.0085  0.0139
O  -0.0096  -0.0024  0.0118
O  -0.0023  -0.0062  -0.007
O  -0.0032  0.0008  -0.0051
O  -0.0045  0.0048  0.0012
O  -0.002  0.0003  0.0069
O  0.0057  -0.0028  -0.0009
O  -0.0035  -0.0044  0.0002
O  0.0012  0.0005  -0.0041
O  -0.0549  -0.0297  0.0138
O  -0.0015  0.0005  0.0022
O  0.0062  0.0076  0.0164
O  0.0019  0.0025  -0.0096
O  -0.0044  -0.0008  0.002
O  0.0321  0.0173  0.0285
O  -0.0013  -0.0012  -0.0015
O  0.0035  -0.0098  0.0114
O  0.0046  -0.0112  -0.0008
O  -0.0031  -0.0028  0.0055
O  -0.0158  0.0057  -0.0254
O  -0.0281  0.0387  -0.0343
O  -0.0041  -0.001  0.0004
O  -0.0025  -0.014  -0.0049
O  0.0089  -0.006  -0.0018
O  -0.002  0.0102  0.0003
O  0.0052  0.0101  -0.0014
O  0.0063  -0.0003  -0.0016
O  -0.0063  -0.0028  -0.003
O  -0.0054  -0.0012  -0.0054
O  0.0035  0.0007  -0.0015
O  -0.0013  -0.0028  0.006
O  -0.0015  -0.0026  0.0038
O  0.0014  -0.0007  -0.0026
O  -0.0197  -0.0152  0.0179
O  0.0008  0  0.0018
O  -0.0078  0.0034  0.0098
O  -0.0041  -0.0011  -0.0061
O  -0.0046  0.0049  0.0046
O  0.0035  -0.0022  0.0077
O  0.0047  0.013  -0.0169
O  0.0082  0.0012  0.0025
O  0.0005  -0.001  -0.0038
O  -0.0026  -0.0099  -0.0041
O  0.0056  -0.007  0.0043
O  0  0.0014  -0.0033
O  -0.0006  0.005  0.0062
O  -0.0093  0.005  -0.0006
O  -0.0153  -0.0151  -0.0309
O  0.0036  -0.006  0.0125
O  -0.0019  -0.0004  -0.0032

The program warned: the cutoff lies below the one the program advises for these potential files; the forces do not sum to zero within the program's tolerance; the exchange-correlation potential is rough where the density is thin.
